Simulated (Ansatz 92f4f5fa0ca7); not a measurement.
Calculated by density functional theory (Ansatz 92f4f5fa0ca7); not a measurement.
Periodic cell of 223 atoms, Si133O90, from a study of silicon, its oxide and their interface. The atomic structure is a simulated model.
Doubt: the cutoff is low for norm-conserving oxygen, so forces and energies are approximate.
This geometry differs little from another in the collection (a relaxation step or a small displacement).

Settings: functional HSE06; potential files SPMS norm-conserving; basis plane waves; wave-function cutoff 800 eV; density cutoff ratio 4; exchange-correlation grid ratio 1; k mesh 1 x 1 x 1, Gamma-centred; occupations fixed; spin none; net charge 0.

Cell vectors (angstrom)
a	10.938	0	0
b	0	10.938	0
c	0	0	32.7175

Atoms: element, x, y, z (angstrom)
Si	0.2333	-0.2985	25.4538
Si	4.9335	0.3555	25.1882
Si	2.8621	2.8003	25.5748
Si	8.0526	2.9977	25.1479
Si	-0.4917	5.5845	25.0797
Si	5.7443	5.172	25.2014
Si	2.3849	8.4278	25.5193
Si	8.3851	7.9931	25.2055
Si	1.2567	1.4915	26.6387
Si	6.8158	1.3396	26.3501
Si	4.2166	4.2057	26.7358
Si	9.4549	4.1328	26.6305
Si	1.2522	6.6376	26.4667
Si	6.8224	6.8255	26.5075
Si	4.1254	9.5739	26.6051
Si	9.4646	9.5395	26.601
Si	2.6971	0.0385	27.9454
Si	8.1356	0.0286	27.8836
Si	-0.082	2.8077	27.9762
Si	5.5382	2.692	27.9331
Si	2.7099	5.4952	27.9508
Si	8.1465	5.5164	27.9715
Si	-0.0162	8.1542	27.9102
Si	5.4958	8.197	27.9154
Si	4.1018	1.3673	29.2992
Si	9.5708	1.3673	29.2992
Si	1.3673	4.1018	29.2992
Si	6.8362	4.1018	29.2992
Si	4.1018	6.8362	29.2992
Si	9.5708	6.8362	29.2992
Si	1.3673	9.5708	29.2992
Si	6.8362	9.5708	29.2992
Si	0	0	30.6665
Si	5.469	0	30.6665
Si	2.7345	2.7345	30.6665
Si	8.2035	2.7345	30.6665
Si	0	5.469	30.6665
Si	5.469	5.469	30.6665
Si	2.7345	8.2035	30.6665
Si	8.2035	8.2035	30.6665
Si	1.3673	1.3673	32.0337
Si	6.8362	1.3673	32.0337
Si	4.1018	4.1018	32.0337
Si	9.5708	4.1018	32.0337
Si	1.3673	6.8362	32.0337
Si	6.8362	6.8362	32.0337
Si	4.1018	9.5708	32.0337
Si	9.5708	9.5708	32.0337
Si	2.7345	0	0.6835
Si	8.2035	0	0.6835
Si	0	2.7345	0.6835
Si	5.469	2.7345	0.6835
Si	2.7345	5.469	0.6835
Si	8.2035	5.469	0.6835
Si	0	8.2035	0.6835
Si	5.469	8.2035	0.6835
Si	4.1018	1.3673	2.0507
Si	9.5708	1.3673	2.0507
Si	1.3673	4.1018	2.0507
Si	6.8362	4.1018	2.0507
Si	4.1018	6.8362	2.0507
Si	9.5708	6.8362	2.0507
Si	1.3673	9.5708	2.0507
Si	6.8362	9.5708	2.0507
Si	0	0	3.418
Si	5.469	0	3.418
Si	2.7345	2.7345	3.418
Si	8.2035	2.7345	3.418
Si	0	5.469	3.418
Si	5.469	5.469	3.418
Si	2.7345	8.2035	3.418
Si	8.2035	8.2035	3.418
Si	1.3907	1.3298	4.7672
Si	6.8524	1.3495	4.8214
Si	4.1077	4.1006	4.7296
Si	9.5906	4.0724	4.8093
Si	1.3829	6.8318	4.7758
Si	6.9146	6.8213	4.7601
Si	4.146	9.5502	4.8345
Si	9.5371	9.5815	4.7382
Si	2.7193	-0.0376	6.1916
Si	8.2492	-0.0144	6.2112
Si	0.0545	2.7009	6.1494
Si	5.4703	2.7708	6.1119
Si	2.7947	5.4787	6.1116
Si	8.2333	5.445	6.1814
Si	-0.0448	8.2067	6.0498
Si	5.6831	8.2574	6.1541
Si	3.8822	1.631	7.3907
Si	9.8342	1.1358	7.5022
Si	1.6742	3.86	7.4061
Si	6.5782	4.3533	7.479
Si	4.4777	6.6492	7.2798
Si	9.4629	7.001	7.4685
Si	1.0146	9.7547	7.4253
Si	7.3038	9.3112	7.6888
O	9.5116	6.8907	24.7391
O	3.8642	1.5768	25.2094
O	8.3487	8.087	7.9636
O	2.7832	2.7494	7.878
O	6.8747	4.0707	24.7463
O	0.5575	13.4118	22.8965
O	5.4694	5.4951	7.938
O	-0.0124	-0.0131	7.9792
O	7.2051	3.6487	8.8154
O	7.0868	9.8987	9.2177
O	10.2114	6.4262	8.8078
O	1.4599	8.7792	8.6758
O	5.4624	-0.0827	10.9757
O	1.0425	4.4805	8.7673
O	9.0941	1.7706	8.8247
O	3.8569	7.6826	8.3697
O	7.7405	8.6734	23.8616
O	3.1807	2.0158	22.4119
O	5.1024	5.653	23.7836
O	2.4283	3.6534	24.2429
O	6.8278	1.1037	20.1475
O	-0.4141	4.7896	23.6207
O	1.398	9.6376	26.0008
O	4.7823	10.9634	23.582
Si	12.161	0.3828	14.3123
Si	0.5268	8.0215	20.3974
Si	4.9527	17.359	22.3748
Si	-1.5995	12.5589	15.0434
Si	-5.9233	1.3429	16.8882
Si	5.9612	9.6031	17.8313
Si	-6.7639	0.3441	10.1137
Si	2.0486	3.1076	22.7635
Si	0.7035	-1.1743	17.9092
Si	4.143	-1.649	13.9837
Si	4.9102	1.4301	13.8453
Si	1.3723	9.5068	22.9736
Si	-0.213	3.594	17.0075
Si	1.7357	-2.3847	15.3255
Si	3.7365	0.4953	22.4052
Si	8.5674	7.0209	20.098
Si	-3.2313	1.5629	12.3434
Si	-1.6535	14.893	19.8273
Si	6.3005	7.7868	12.8124
Si	13.4557	16.5956	20.9502
Si	-8.8584	12.3473	16.9827
Si	-2.4938	3.0149	9.648
Si	1.3662	4.9385	12.2876
Si	-3.8797	8.5323	22.4022
Si	10.7933	5.1542	9.6261
Si	-4.3341	2.4265	19.2601
Si	6.5943	6.8269	17.7019
Si	-4.0566	-0.8504	10.8228
Si	-0.8074	3.3653	22.8793
Si	6.022	10.732	20.6097
Si	3.4951	7.1459	12.0438
Si	2.8802	8.4606	9.3773
Si	-5.8372	4.9929	19.732
Si	8.2104	7.1729	15.1127
Si	8.7243	9.9639	16.5745
Si	13.5448	2.0658	12.2168
Si	0.1629	5.859	14.9409
O	1.8032	3.4262	11.8952
O	3.4179	-1.031	9.8036
O	3.3445	8.7889	15.2952
O	9.5588	13.8026	16.0929
O	0.4636	5.5303	11.0757
O	3.4951	5.2285	19.7232
O	2.2557	11.7834	15.4723
O	-6.3163	1.0289	8.7206
O	12.9335	4.3036	21.6748
O	8.9247	2.6859	23.7626
O	-0.8449	-0.9736	17.4452
O	-9.8543	9.7054	14.3637
O	16.5169	7.8927	22.5484
O	5.4648	14.3631	19.825
O	-2.0997	5.4549	20.1524
O	10.7826	11.9916	14.7027
O	-0.6136	14.8127	18.5705
O	11.2317	-11.4953	23.8337
O	3.7838	2.4305	13.2634
O	-5.6774	1.7996	15.3672
O	5.1036	6.8508	12.1906
O	-2.365	8.6983	15.5608
O	5.6615	27.5539	21.106
O	8.6623	1.9511	13.6036
O	0.2357	4.9907	16.3071
O	-1.174	3.4292	21.2928
O	7.6707	7.3204	18.8005
O	-5.2867	8.7404	13.9527
O	-15.6959	-8.927	17.7658
O	23.5159	0.9397	12.8648
O	1.4513	0.256	17.9188
O	3.296	8.5685	12.7988
O	-3.0191	7.5423	21.472
O	0.5003	4.9247	13.6586
O	-4.0276	9.9862	21.7283
O	-3.4194	20.8691	17.6236
O	4.5805	0.3098	21.0688
O	1.3366	6.6119	20.408
O	12.2661	-2.2129	16.8603
O	-16.2491	8.0891	17.3844
O	-3.0077	11.0285	11.6516
O	2.6801	-5.0837	12.5611
O	3.5713	12.7629	17.4422
O	-2.3986	11.3439	15.7469
O	5.7591	5.6139	18.3787
O	2.2187	8.4682	23.8955
O	-5.8574	-0.2773	16.9897
O	1.1124	2.6786	17.0342
O	-2.92	14.0962	19.2579
O	-3.5965	17.3937	16.3048
O	2.4342	10.5024	22.3108
O	-4.0545	-2.2938	11.565
O	-4.7168	1.6341	12.95
O	7.9235	2.6017	11.1199
O	22.9084	20.0696	19.3514
O	9.5934	6.4079	14.8683
O	7.4581	7.0512	13.6665
O	-8.1076	7.4391	10.6092
O	-1.3522	4.121	9.8351
O	5.6946	-1.2249	19.4099
O	15.2067	-0.0625	13.7633
O	0.5721	8.6702	21.8682
O	-0.9728	-3.1738	19.916
O	12.1618	-3.8512	14.8927
O	-7.5552	6.5066	22.0238
O	3.2431	1.404	10.8888

Results
free energy: -55386.636 eV
free energy less fixed offsets of O -447.96, Si -113.29 eV per atom: -2.666 eV
gap between the highest filled and lowest empty level on this k mesh: 1.190 eV

The program warned: the cutoff lies below the one the program advises for these potential files; the forces do not sum to zero within the program's tolerance; the exchange-correlation potential is rough where the density is thin.
